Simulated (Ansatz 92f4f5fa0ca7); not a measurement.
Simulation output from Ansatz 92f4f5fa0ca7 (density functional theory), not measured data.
Periodic cell of 273 atoms, Si167O106, from a study of silicon, its oxide and their interface. The atomic structure is a simulated model.
This geometry differs little from another in the collection (a relaxation step or a small displacement).

Settings
functional: PBE
potential files: Ansatz PAW
basis: plane waves
wave-function cutoff: 700 eV
density cutoff ratio: 5
exchange-correlation grid ratio: 1
k mesh: 2 x 2 x 1, shifted by 0.5 0.5 0.5 of a step
self-consistency stop: 5e-08 eV per atom in the density residual
occupations: fixed
spin: none
net charge: 0

Cell vectors (angstrom)
a, 11.6015, 0, 0
b, 0, 13.3963, 0
c, 0, 0, 29.8085

Atoms: element, x, y, z (angstrom)
Si, 11.5531, 0.1793, 22.8938
Si, 3.9207, 0.1535, 23.0153
Si, 7.6668, 0.1199, 23.1324
Si, 2.0724, 3.4581, 22.8734
Si, 5.9051, 3.6911, 22.9892
Si, 9.761, 3.5363, 23.0179
Si, 11.6647, 6.86, 23.0582
Si, 3.9588, 7.0404, 23.1867
Si, 7.7963, 6.8904, 23.2386
Si, 2.044, 10.234, 23.2492
Si, 5.8605, 10.0919, 23.3068
Si, 9.8446, 10.0805, 23.2265
Si, 11.6997, 2.385, 23.7378
Si, 4.0029, 2.405, 23.7347
Si, 7.7875, 2.4153, 23.7587
Si, 2.0337, 5.7089, 23.6936
Si, 5.8365, 5.814, 23.9834
Si, 9.7413, 5.7267, 23.8918
Si, 11.759, 9.0204, 24.0226
Si, 3.9102, 9.1333, 24.2047
Si, 7.8527, 9.0811, 24.0378
Si, 1.919, 12.5057, 23.7887
Si, 5.7771, 12.3725, 23.9227
Si, 9.6815, 12.3938, 23.7651
Si, 11.6469, 2.2953, 26.1522
Si, 3.9207, 2.307, 26.1439
Si, 7.7535, 2.3196, 26.1659
Si, 1.9799, 5.6303, 26.1364
Si, 5.8223, 5.6798, 26.3244
Si, 9.7057, 5.6348, 26.259
Si, 11.6733, 8.9599, 26.3517
Si, 3.8917, 9.0117, 26.5024
Si, 7.7899, 8.9927, 26.369
Si, 1.9364, 12.3765, 26.1907
Si, 5.7949, 12.3269, 26.2821
Si, 9.6856, 12.3423, 26.1667
Si, 1.9778, 1.1917, 26.9856
Si, 5.8272, 1.1825, 27.0042
Si, 9.6884, 1.1805, 26.9614
Si, 11.6514, 4.5086, 26.9918
Si, 3.8886, 4.5082, 27.0035
Si, 7.7534, 4.5194, 27.0443
Si, 1.9695, 7.8039, 27.1149
Si, 5.8518, 7.8857, 27.1635
Si, 9.7181, 7.8458, 27.0883
Si, 11.6174, 11.232, 27.0041
Si, 3.8494, 11.2733, 27.1109
Si, 7.763, 11.2414, 27.0437
Si, 1.9488, 1.113, 29.3759
Si, 5.7937, 1.122, 29.3966
Si, 9.6511, 1.1232, 29.3627
Si, 0.0102, 4.4503, 29.3848
Si, 3.8696, 4.4449, 29.3755
Si, 7.7174, 4.4634, 29.4165
Si, 1.9409, 7.774, 29.464
Si, 5.8276, 7.8309, 29.5083
Si, 9.684, 7.7939, 29.4349
Si, 0.0028, 11.1709, 29.3709
Si, 3.8612, 11.2014, 29.4634
Si, 7.7547, 11.1805, 29.4005
Si, -0.0099, 0.003, 0.3342
Si, 3.8702, 0.0154, 0.4502
Si, 7.7179, -0.0045, 0.387
Si, 1.9447, 3.3272, 0.3636
Si, 5.7844, 3.334, 0.4209
Si, 9.6531, 3.3474, 0.3656
Si, -0.0037, 6.664, 0.4163
Si, 3.8891, 6.6574, 0.3953
Si, 7.756, 6.681, 0.4373
Si, 1.9254, 10.0397, 0.3731
Si, 5.8195, 10.0929, 0.4173
Si, 9.6817, 10.037, 0.3686
Si, 11.5442, -0.053, 2.6973
Si, 3.8408, -0.0704, 2.8435
Si, 7.6612, -0.0972, 2.7683
Si, 1.9293, 3.2599, 2.722
Si, 5.7468, 3.2671, 2.8205
Si, 9.599, 3.3016, 2.741
Si, 11.5706, 6.6209, 2.773
Si, 3.8687, 6.6033, 2.7406
Si, 7.7416, 6.6334, 2.8005
Si, 1.92, 9.995, 2.7347
Si, 5.8254, 10.0442, 2.7885
Si, 9.6804, 9.9717, 2.7328
Si, 11.5512, 2.1902, 3.4221
Si, 3.8085, 2.1283, 3.6677
Si, 7.6815, 2.1089, 3.5535
Si, 1.9078, 5.4845, 3.4744
Si, 5.8037, 5.5174, 3.5805
Si, 9.6535, 5.504, 3.628
Si, 11.6108, 8.8609, 3.5516
Si, 3.891, 8.8613, 3.4132
Si, 7.7466, 8.8765, 3.5535
Si, 1.85, 12.2238, 3.538
Si, 5.7567, 12.2152, 3.7642
Si, 9.6197, 12.1933, 3.4958
Si, 11.4768, 2.1538, 5.7446
Si, 3.7254, 2.0279, 6.087
Si, 7.6055, 1.9648, 5.9244
Si, 1.8783, 5.3989, 5.8073
Si, 5.8029, 5.4601, 5.9521
Si, 9.6224, 5.4362, 6.026
Si, 11.6379, 8.7888, 5.9295
Si, 3.9137, 8.7845, 5.7341
Si, 7.7771, 8.8092, 5.9254
Si, 1.7761, 12.156, 5.9106
Si, 5.717, 12.1156, 6.2658
Si, 9.5829, 12.1064, 5.8532
Si, 1.6279, 0.9704, 6.731
Si, 5.6678, 0.9847, 7.0193
Si, 9.6347, 0.9331, 6.5873
Si, 11.574, 4.308, 6.7215
Si, 3.8237, 4.3191, 6.574
Si, 7.6929, 4.1729, 6.635
Si, 2.0301, 7.6236, 6.5105
Si, 5.8296, 7.7335, 6.6968
Si, 9.7187, 7.7004, 6.7361
Si, 11.45, 10.9879, 6.7733
Si, 3.6491, 10.9312, 6.6455
Si, 7.7589, 10.9734, 6.8645
O, 9.9029, 7.8937, 8.3974
O, 9.9013, 0.8259, 8.2374
O, 1.0294, 0.9171, 8.316
O, 3.0657, 10.5544, 8.1562
O, 5.8154, 7.9047, 8.3606
O, 5.6073, 1.1876, 8.7035
O, 3.7654, 4.334, 8.2207
O, 7.648, 3.7269, 8.2595
O, 0.0508, 4.2628, 8.3937
O, 11.1516, 10.9479, 8.4245
O, 8.1265, 10.7718, 8.5015
O, 2.3759, 7.4842, 8.1144
O, 11.4256, 0.2065, 21.2147
O, 9.7603, 3.6439, 21.3537
O, 4.136, 7.5522, 21.5997
O, 6.0063, 4.1832, 21.3762
O, 5.7542, 9.7498, 21.6713
O, 2.1492, 3.3846, 21.1923
O, 7.35, 13.4436, 21.4939
O, 4.024, 0.1556, 21.3529
O, 7.7471, 6.971, 21.5885
O, 2.1336, 10.1647, 21.599
O, 11.5427, 6.9697, 21.3968
O, 10.1559, 9.6402, 21.6365
Si, 11.5787, 6.4489, 11.2921
Si, 1.5708, 10.3676, 16.247
Si, 0.2264, 3.6854, 9.9113
Si, 8.0842, 12.8571, 20.1717
Si, 2.836, 10.4619, 9.7542
Si, 2.5762, 10.392, 20.0559
Si, 10.3509, 3.7048, 19.8338
Si, 0.2508, 12.8028, 17.0869
Si, 10.8145, 0.7001, 19.7692
Si, 3.1613, 7.7547, 16.2283
Si, 0.3306, 6.4874, 19.8939
Si, 9.3879, 2.5249, 14.2866
Si, 2.9069, 2.5444, 11.039
Si, 5.1333, 11.9823, 15.3453
Si, 4.9419, 8.6804, 20.7213
Si, 3.6065, -0.3914, 11.2805
Si, 5.5889, 8.8866, 14.7933
Si, -0.1689, 11.3136, 9.9992
Si, 9.4528, 10.0151, 20.2162
Si, 3.4601, 0.0485, 19.8245
Si, 7.4661, 4.7029, 9.5439
Si, 2.3698, 12.359, 14.1573
Si, 6.185, 0.5926, 10.1379
Si, 2.7989, 2.9024, 19.7539
Si, 5.7161, 4.4449, 13.6505
Si, 7.4759, 0.2129, 15.591
Si, 9.6123, 11.3444, 15.1978
Si, 1.9889, 6.5683, 13.548
Si, 2.8416, 3.53, 14.0136
Si, 11.7048, 9.1719, 18.4102
Si, 11.228, 0.8727, 9.1978
Si, 9.1251, 7.3226, 9.7122
Si, 8.6761, 8.5604, 14.5723
Si, 4.7777, 7.1599, 12.3462
Si, 2.9737, 5.6298, 18.7451
Si, 2.5363, 7.4029, 9.7128
Si, 6.2639, 8.4292, 9.839
Si, 4.3293, 4.7622, 9.6645
Si, 9.3533, 10.4979, 12.2734
Si, 5.9489, 13.0259, 17.9566
Si, 7.9802, 4.9371, 18.3572
Si, 8.3064, 5.4117, 15.1951
Si, 7.3252, 11.0771, 9.912
Si, 5.3892, 4.2069, 19.8595
Si, 0.7858, 1.4948, 15.0376
Si, 7.5544, 7.531, 20.0821
Si, 7.6458, 2.7886, 11.8612
O, 3.4525, 6.0833, 10.1041
O, 1.9464, 2.6621, 15.0798
O, -0.3644, 12.9431, 10.1683
O, 8.3573, 8.9058, 19.8166
O, 2.4242, 1.3127, 19.5098
O, 8.1487, 5.3114, 16.7977
O, 2.7374, 11.9825, 19.7043
O, 7.1613, 8.7699, 15.1348
O, 1.2866, 0.19, 14.1735
O, 4.4107, 3.8152, 14.4458
O, 4.245, 3.4155, 10.6211
O, 10.9552, 2.0841, 14.4842
O, 11.3815, 4.8406, 10.9852
O, 10.8475, 12.0206, 16.035
O, 8.9363, 6.9108, 14.7624
O, 1.7827, 3.3592, 10.2134
O, 8.4629, 5.9308, 9.2146
O, 11.1449, 2.2964, 19.5215
O, 5.4094, 7.6091, 10.9268
O, 11.4184, 7.5944, 18.7829
O, 7.8711, 8.2636, 10.1466
O, 10.1331, 7.1532, 10.9843
O, 9.2195, 4.1139, 14.7207
O, 8.8343, 11.4725, 20.5243
O, 10.5723, 10.5154, 11.1598
O, 8.3633, 12.2393, 15.7563
O, 4.443, 2.8806, 19.7981
O, 4.657, 0.2192, 18.7321
O, 10.4803, 10.093, 18.9613
O, 6.7959, 0.6905, 17.0196
O, 0.5161, 6.7474, 12.8254
O, 1.049, 7.1377, 10.2934
O, 3.1437, 7.1862, 12.5552
O, 3.9572, 9.5633, 19.7726
O, 6.79, 5.2016, 14.6139
O, 0.5757, 0.9161, 16.5484
O, 1.5498, 11.7858, 17.1051
O, 5.401, 8.2911, 13.3091
O, 2.9718, 12.3721, 12.6417
O, 6.4333, 3.1935, 12.8859
O, 2.7974, 9.3247, 16.5839
O, 5.9964, 7.8895, 19.7642
O, 1.9519, 6.3922, 19.7597
O, 1.4512, 9.6869, 19.1434
O, 9.4871, 9.7136, 15.4633
O, 3.0999, 8.8903, 10.195
O, 8.9778, 9.0432, 13.0053
O, 2.1507, 7.314, 14.9982
O, 9.1361, 3.8706, 18.7702
O, 4.7344, 7.9066, 15.7966
O, 7.2477, 1.5943, 10.8415
O, 8.1196, 6.3639, 19.1192
O, 5.9087, 5.1631, 9.6252
O, 6.9901, -0.935, 19.0555
O, 11.0588, 2.2473, 10.0904
O, 8.9791, 2.3894, 12.7086
O, 9.7073, 11.508, 13.5431
O, 6.5672, 4.2075, 18.7374
O, 6.0408, 10.0491, 9.9561
O, 1.3495, 10.8355, 10.2826
O, 5.164, 10.4661, 14.7408
O, 1.6911, 10.9112, 14.6647
O, 11.3598, 13.077, 18.6129
O, 5.4428, 11.8401, 16.9495
O, 8.0887, 10.9907, 11.3579
O, 11.3081, 5.0083, 19.6212
O, 8.3705, 1.4813, 15.0749
O, 2.4314, 4.0489, 18.5979
O, 3.7484, 11.695, 10.321
O, 9.1803, 0.5758, 19.7127
O, 2.7726, 2.6475, 12.651
O, 3.6491, 12.6289, 15.1383
O, 7.9924, 4.0849, 10.9423
O, 5.1127, 0.2504, 11.3331
O, 4.4284, 5.4944, 19.4882
O, 6.2065, 13.0563, 14.6734
O, 3.0569, 6.5737, 17.385
O, 2.7788, 0.9312, 10.717
O, 0.2923, 9.4539, 16.7959
O, 5.2244, 5.6107, 12.6161
O, 2.1396, 4.9708, 13.7857
O, 6.8931, 12.6119, 9.7033

Results
free energy: -166469.254 eV
free energy less fixed offsets of O -569.03, Si -635.61 eV per atom: -5.204 eV

Forces (eV/angstrom), in the order of the atoms: element, x, y, z
Si, -0.0222, -0.016, -0.0741
Si, 0.0394, -0.0041, -0.0521
Si, -0.0275, 0.0121, -0.0444
Si, 0.0142, -0.0253, -0.0593
Si, -0.0079, 0.0278, -0.0718
Si, -0.0094, -0.0164, -0.0578
Si, -0.0091, -0.0218, -0.0509
Si, 0.0244, 0.0158, -0.0635
Si, 0.009, -0.0171, -0.0447
Si, -0.0189, -0.0095, -0.0479
Si, -0.0243, -0.0217, -0.0441
Si, 0.0304, -0.0245, -0.0458
Si, -0.0149, 0.0187, 0.0089
Si, 0.0079, -0.0046, 0.0043
Si, -0.0238, -0.0163, -0.0051
Si, 0.0132, 0.0224, 0.0503
Si, -0.0013, -0.0163, -0.0372
Si, 0.0079, 0.0107, -0.0088
Si, 0.0249, 0.0114, -0.0016
Si, -0.0335, -0.0005, -0.03
Si, -0.0102, 0.0272, 0.0165
Si, 0.0166, -0.0004, 0.0231
Si, -0.0114, -0.0007, -0.0158
Si, 0.0106, 0.0009, 0.0199
Si, -0.0018, -0.0127, -0.0273
Si, 0.0056, 0.0092, -0.0261
Si, -0.0183, 0.0059, -0.0278
Si, 0.0189, 0.0025, -0.0313
Si, -0.001, -0.0001, -0.0175
Si, -0.0061, 0.0032, -0.0125
Si, 0.0042, 0.0364, -0.0054
Si, -0.0216, 0.0221, -0.0252
Si, -0.0024, 0.0313, -0.0168
Si, 0.001, 0.004, -0.0317
Si, -0.0003, 0.0104, -0.0153
Si, 0.0102, 0.0018, -0.0251
Si, 0.0035, 0.0134, 0.0112
Si, -0.0035, 0.0009, 0.0093
Si, 0.0068, 0.0104, 0.0046
Si, 0.0093, 0.0102, 0.0181
Si, -0.0206, -0.0029, 0.0123
Si, 0.0132, 0.0014, -0.0056
Si, -0.013, -0.0125, -0.0013
Si, 0.0245, -0.0171, -0.0191
Si, 0.0006, -0.0174, 0.0088
Si, 0, -0.0085, 0.0076
Si, -0.0064, 0.0067, -0.0037
Si, 0.0224, 0.0053, 0.0045
Si, 0.0147, 0.0345, -0.0323
Si, 0.003, 0.037, -0.0324
Si, 0.02, 0.0189, -0.0358
Si, 0.0228, 0.0249, -0.0259
Si, -0.0004, 0.0296, -0.0158
Si, 0.0183, 0.0153, -0.0128
Si, 0.0093, 0.0103, 0.0184
Si, 0.0082, 0.0114, 0.0237
Si, 0.004, 0.0327, 0.0145
Si, 0.0062, 0.0296, -0.0077
Si, -0.0187, 0.0274, -0.0018
Si, -0.0002, 0.0259, -0.0049
Si, -0.0165, -0.0237, -0.0015
Si, 0.003, -0.0325, 0.0327
Si, -0.0268, -0.0386, 0.0293
Si, 0.0133, -0.027, -0.0007
Si, -0.0177, -0.0313, 0.0343
Si, -0.0303, -0.0043, 0.0128
Si, -0.0204, -0.0105, -0.0029
Si, -0.0108, -0.014, -0.0152
Si, 0.0036, -0.0171, 0.0048
Si, -0.0114, -0.0221, -0.0001
Si, 0.0279, -0.0253, 0.0077
Si, -0.0022, -0.0467, 0.0124
Si, 0.0021, -0.0124, 0.0183
Si, 0.0311, -0.0078, -0.0224
Si, -0.0269, -0.006, -0.0128
Si, 0.0358, 0.0027, 0.0117
Si, -0.0127, 0.0066, -0.0247
Si, -0.0329, -0.008, 0.0104
Si, -0.0154, 0.0132, 0.0064
Si, 0.0127, -0.0073, 0.0136
Si, 0.0026, 0.0006, -0.0081
Si, -0.0211, 0.0088, 0.0055
Si, 0.0083, -0.0032, -0.0059
Si, -0.0112, 0.0096, -0.0121
Si, -0.0018, -0.0044, 0.0028
Si, -0.0019, -0.0104, 0.02
Si, 0.0121, 0.0045, 0.0176
Si, -0.0104, -0.0069, 0.0103
Si, 0.0051, -0.0105, 0.0202
Si, 0.0048, -0.0068, 0.0178
Si, 0.0015, -0.0321, 0.0291
Si, -0.0053, -0.0124, 0.0175
Si, -0.0073, -0.0272, 0.0193
Si, -0.0016, -0.004, 0.0155
Si, 0.0085, 0.0095, 0.0342
Si, 0.0175, -0.0048, 0.0212
Si, -0.0065, -0.0068, 0.0489
Si, -0.009, -0.0144, -0.0313
Si, 0.0111, -0.0016, -0.0015
Si, -0.0165, 0.0068, 0.0197
Si, 0.0198, 0.002, -0.0041
Si, 0.0088, -0.0052, -0.0237
Si, 0.0203, -0.0035, -0.0244
Si, 0.0226, -0.0074, 0.0326
Si, -0.0011, -0.0078, -0.0106
Si, -0.0562, -0.0151, 0.0269
Si, -0.0113, -0.0435, -0.0787
Si, 0.0377, 0.0188, 0.0304
Si, -0.1023, 0.0121, 0.0435
Si, 0.0003, 0.0588, 0.0598
Si, 0.0493, 0.0019, 0.0523
Si, -0.0012, -0.0021, 0.0605
Si, 0.0022, 0.0035, 0.0415
Si, -0.0121, -0.0244, 0.0583
Si, 0.0301, -0.0026, 0.0577
Si, -0.0183, 0.0048, 0.0398
Si, 0.0109, 0.0245, 0.0608
Si, -0.0278, 0.0197, 0.0361
Si, -0.0583, 0.025, 0.0456
Si, 0.0628, 0.0113, 0.057
O, -0.0319, -0.0209, -0.0054
O, 0.0305, -0.0011, -0.0304
O, 0.0006, -0.0171, 0.0072
O, 0.0441, -0.0266, 0.0261
O, 0.0036, -0.004, -0.0161
O, 0.0153, -0.0214, -0.0152
O, 0.0234, -0.0047, -0.0042
O, -0.006, 0.011, -0.0143
O, -0.0035, -0.0095, -0.0109
O, 0.0266, -0.0007, -0.0149
O, -0.0293, -0.0157, -0.0152
O, -0.0328, -0.002, 0.006
O, 0.0006, 0.0162, 0.0099
O, 0.0113, 0.0097, -0.0045
O, 0.0011, 0.0063, 0.0169
O, -0.0065, -0.0117, 0.0153
O, -0.0118, -0.0021, -0.0045
O, 0.0045, 0.0064, -0.0007
O, 0.0426, 0.0033, -0.0058
O, -0.0133, 0.0105, -0.0027
O, -0.005, 0.0191, 0.0057
O, -0.0002, 0.0151, 0.0291
O, 0.0237, 0.0031, -0.0074
O, -0.0412, 0.0251, -0.0162
Si, -0.0048, 0.0026, 0.0033
Si, 0.0005, 0.0006, 0
Si, -0.0023, -0.0025, 0.012
Si, 0.0029, -0.0059, 0.0043
Si, 0.011, -0.0027, -0.0074
Si, 0.0032, 0.0058, -0.0225
Si, 0.0024, -0.0018, -0.0011
Si, 0.0048, 0.0013, 0.0019
Si, -0.0019, 0.0077, -0.0117
Si, -0.0001, -0.0015, 0.002
Si, -0.0012, 0.0045, -0.0006
Si, 0.0018, 0.0004, -0.0027
Si, 0.0032, -0.0028, -0.0004
Si, -0.0008, -0.0004, -0.0007
Si, 0.0098, 0.0029, -0.0032
Si, 0.0003, -0.0012, -0.0008
Si, 0.0006, -0.0025, 0.0017
Si, -0.0009, 0.003, 0.018
Si, 0.0021, 0.0052, 0.0037
Si, -0.0018, -0.0013, -0.0066
Si, -0.0021, 0.0102, -0.0007
Si, -0.001, -0.0023, -0.0043
Si, 0.002, -0.0065, 0.0118
Si, 0.0013, 0, -0.007
Si, 0.0006, 0.0002, 0.0014
Si, -0.0043, 0.0022, 0.0025
Si, 0.0015, 0.0005, -0.0001
Si, -0.0053, 0.0016, 0.0008
Si, -0.001, -0.0022, 0.0042
Si, -0.0099, -0.0017, -0.0031
Si, 0.0075, -0.0052, 0.014
Si, -0.0007, -0.0053, 0.0024
Si, 0.0028, -0.0007, 0.0006
Si, -0.0004, 0.0001, -0.003
Si, -0.0027, 0.0043, 0.0015
Si, -0.0007, 0.0023, -0.0014
Si, -0.0006, 0.0045, 0.0118
Si, 0.0067, -0.0006, -0.0008
Si, 0.0004, -0.002, 0.0006
Si, 0.0031, -0.0014, -0.002
Si, 0.0012, -0.0001, -0.0039
Si, 0.0017, 0.0021, 0.0007
Si, -0.005, 0.0002, 0.005
Si, 0.0005, -0.0031, -0.0073
Si, -0.0002, 0.0002, 0.0019
Si, -0.0033, 0.005, -0.005
Si, 0.0029, 0.0025, -0.0007
O, -0.0009, 0.0052, -0.0055
O, -0.0157, -0.0097, -0.0122
O, 0, -0.0161, -0.0275
O, 0.009, -0.0076, 0.0155
O, 0.019, -0.0058, 0.0209
O, 0.003, -0.0071, -0.0071
O, 0.0148, -0.0061, 0.0156
O, -0.0164, -0.004, -0.0084
O, 0.0074, 0.0074, 0.018
O, -0.0075, 0.0106, -0.03
O, 0.0061, 0.0079, 0.002
O, -0.0024, -0.004, 0.0091
O, 0.0144, 0.0147, -0.0188
O, 0.0022, 0.0083, -0.0019
O, -0.0154, -0.0064, 0.0036
O, -0.0212, -0.0079, 0.0055
O, -0.0045, 0.0131, 0.021
O, -0.0224, -0.0016, 0.0181
O, 0.0063, 0.0098, -0.0183
O, 0.0183, 0.0132, 0.0199
O, -0.0015, -0.023, -0.0127
O, 0.0056, -0.0129, -0.0231
O, -0.0182, -0.007, -0.0012
O, -0.004, 0.0079, -0.0201
O, -0.0008, 0.0189, 0.0016
O, -0.0036, 0.0089, -0.0133
O, -0.0188, 0.0316, 0.002
O, -0.0044, -0.0219, 0.0094
O, 0.0123, -0.0148, 0.0065
O, -0.0018, -0.0282, -0.013
O, 0.0169, -0.0054, -0.0181
O, 0.0044, -0.0093, 0.0161
O, -0.0017, -0.0189, 0.0199
O, -0.014, 0.0024, 0.0317
O, 0.0131, -0.0135, -0.0102
O, -0.0018, -0.0105, -0.0271
O, -0.0232, -0.0063, -0.0146
O, -0.0099, -0.0046, 0.0204
O, -0.0038, 0.0131, 0.0057
O, 0.0108, 0.0173, -0.0083
O, -0.0036, 0.0016, -0.0256
O, 0.0075, 0.009, 0.0346
O, -0.007, -0.0197, -0.0181
O, -0.0086, -0.0007, 0.0124
O, 0.001, 0.0226, -0.0176
O, -0.0158, -0.0019, -0.0186
O, -0.0041, 0.024, 0.0112
O, 0.0205, -0.0043, -0.0022
O, 0.001, 0.0163, 0.0139
O, -0.0015, 0.0052, -0.0128
O, -0.0095, 0.0028, 0.0021
O, -0.0119, -0.0088, 0.0085
O, 0.0031, -0.0204, 0.0021
O, -0.0064, 0.0209, -0.0048
O, 0.017, 0.0001, -0.0267
O, -0.0218, 0.0118, 0.0192
O, -0.0109, -0.027, 0.0098
O, 0.0043, 0.0134, 0.0166
O, 0.0289, -0.015, -0.0044
O, -0.0032, 0.0006, -0.0154
O, 0.0038, 0.0002, 0.011
O, 0.0177, 0.0163, 0.0172
O, -0.0019, 0.0047, 0.0102
O, 0.0058, 0.0305, -0.0166
O, -0.0042, -0.0015, 0.0003
O, -0.0012, 0.0048, 0.0095
O, 0.0127, -0.0034, -0.0003
O, 0.0151, 0.0131, 0.0322
O, -0.0041, 0.0091, 0.0063
O, 0.0132, -0.0215, 0.0148
O, 0.0067, 0.0197, -0.0039
O, 0.009, -0.0186, -0.0153
O, -0.0206, -0.0154, -0.0039
O, 0.0111, -0.0078, -0.0126
O, -0.0133, -0.0276, -0.014
O, -0.0156, -0.0102, 0.0318
O, 0.0034, 0.002, -0.0017
O, -0.0058, 0.0064, 0.0141
O, 0.0029, 0.0104, 0.0315
O, -0.0046, -0.0007, 0.0071
O, 0.0144, -0.001, -0.0015
O, -0.0057, 0.0065, 0.02

The program warned: the cutoff lies below the one the program advises for these potential files; the exchange-correlation potential is rough where the density is thin.
